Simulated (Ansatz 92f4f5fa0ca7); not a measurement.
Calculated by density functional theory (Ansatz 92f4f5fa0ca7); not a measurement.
Periodic cell of 208 atoms, Si128O80, from a study of silicon, its oxide and their interface. The atomic structure is a simulated model.
Doubt: the cutoff is far below the 930 eV that the study's wrapper takes by default for these files, so forces and energies are approximate.
This geometry differs little from another in the collection (a relaxation step or a small displacement).

Settings: functional PBE; potential files Ansatz PAW; basis plane waves; wave-function cutoff 580 eV; density cutoff ratio 5; exchange-correlation grid ratio 1; k mesh 1 x 1 x 1, Gamma-centred; self-consistency stop 5e-08 eV per atom in the density residual; occupations fixed; spin none; net charge 0.

Cell vectors (angstrom)
a	10.938	0	0
b	0	10.938	0
c	-3.0147	-3.1323	30.8166

Atoms: element, x, y, z (angstrom)
Si	-1.7782	-4.266	23.4656
Si	0.6939	-1.5039	23.304
Si	-1.5154	0.7704	23.4138
Si	1.3748	-7.4155	23.3272
Si	-6.8822	-4.7723	23.4533
Si	-4.0894	-2.102	23.2881
Si	3.6388	1.2944	23.2356
Si	-4.6464	-6.9906	23.3557
Si	-0.2765	-3.0715	24.7687
Si	2.4624	-0.3908	24.4862
Si	-0.2656	-8.5741	24.6216
Si	2.4702	-5.8969	24.7427
Si	-5.7182	-3.1404	24.6623
Si	-3.0643	-0.4399	24.6647
Si	5.1694	2.3586	24.6778
Si	-3.0026	-5.8846	24.6571
Si	-1.6821	-1.7407	26.0872
Si	1.1112	0.9565	25.982
Si	-1.6351	-7.2424	26.0172
Si	1.0949	-4.4941	26.0492
Si	3.8068	-1.743	25.9636
Si	6.5389	0.9663	26.0158
Si	3.829	3.6899	26.0902
Si	-4.3642	-4.5098	26.0461
Si	-3.0147	-3.1323	27.3984
Si	-0.2802	-0.3978	27.3984
Si	-3.0147	-8.6013	27.3984
Si	-0.2802	-5.8668	27.3984
Si	2.4543	-3.1323	27.3984
Si	5.1888	-0.3978	27.3984
Si	2.4543	2.3367	27.3984
Si	5.1888	-5.8668	27.3984
Si	1.3673	-1.3673	3.418
Si	4.1018	1.3673	3.418
Si	1.3673	4.1018	3.418
Si	4.1018	-4.1018	3.418
Si	6.8362	-1.3673	3.418
Si	-1.3673	1.3673	3.418
Si	6.8362	4.1018	3.418
Si	-1.3673	-4.1018	3.418
Si	2.727	-0.0012	4.7769
Si	5.4774	2.7244	4.8019
Si	2.742	5.4336	4.7634
Si	5.4606	-2.7206	4.7329
Si	-2.7218	-0.0139	4.8259
Si	-0.0012	2.7562	4.7264
Si	8.2101	5.4835	4.7916
Si	-0.0197	-2.7287	4.8435
Si	1.3579	1.4042	6.0791
Si	4.1275	4.0983	6.1651
Si	1.3297	-4.1984	6.1362
Si	4.0876	-1.3861	6.1154
Si	-4.1339	1.3516	6.1977
Si	-1.3289	4.1156	6.122
Si	6.8272	-4.0572	6.1046
Si	-1.3425	-1.3421	6.2983
Si	-0.1856	0.3851	7.515
Si	2.5219	2.9215	7.4285
Si	0.2545	-5.797	7.5681
Si	2.9706	-3.0629	7.3202
Si	5.6026	-0.243	7.506
Si	-2.4897	2.5545	7.3936
Si	5.275	5.7328	7.4319
Si	-3.0697	-2.4722	7.4951
Si	-1.6475	-4.4995	28.7656
Si	1.087	-1.765	28.7656
Si	-1.6475	-9.9685	28.7656
Si	1.087	-7.234	28.7656
Si	3.8215	-4.4995	28.7656
Si	6.556	-1.765	28.7656
Si	3.8215	0.9695	28.7656
Si	6.556	3.704	28.7656
Si	-0.2802	-3.1323	30.1329
Si	2.4543	-0.3978	30.1329
Si	-0.2802	-8.6013	30.1329
Si	2.4543	-5.8668	30.1329
Si	5.1888	-3.1323	30.1329
Si	-3.0147	-0.3978	30.1329
Si	5.1888	2.3367	30.1329
Si	-3.0147	-5.8668	30.1329
Si	1.3673	1.3673	0.6835
Si	4.1018	4.1018	0.6835
Si	1.3673	-4.1018	0.6835
Si	4.1018	-1.3673	0.6835
Si	6.8362	1.3673	0.6835
Si	-1.3673	4.1018	0.6835
Si	6.8362	-4.1018	0.6835
Si	9.5708	-1.3673	0.6835
Si	0	0	2.0507
Si	2.7345	2.7345	2.0507
Si	0	-5.469	2.0507
Si	2.7345	-2.7345	2.0507
Si	5.469	0	2.0507
Si	8.2035	2.7345	2.0507
Si	5.469	5.469	2.0507
Si	8.2035	-2.7345	2.0507
Si	-1.8821	2.0689	18.5329
Si	3.0542	-6.2337	18.4544
Si	-5.034	-2.1091	20.2611
Si	-0.8068	4.1559	13.0313
Si	3.0826	-1.8916	14.8545
Si	-2.0899	-2.822	15.2494
Si	3.4067	2.1435	12.5308
Si	2.1616	-2.776	10.2332
Si	4.2567	1.9527	17.9991
Si	0.0281	-6.3662	18.3289
Si	3.5318	-4.0836	20.5308
Si	-0.0156	-4.8908	10.589
Si	0.3151	1.2961	12.8469
Si	1.6405	-1.813	20.4654
Si	4.3405	4.9287	13.3699
Si	4.5221	0.8771	15.2423
Si	4.121	-3.0069	12.3349
Si	4.3554	1.6372	9.5984
Si	-0.4645	-6.0265	21.2999
Si	0.0061	-5.1277	15.4508
Si	3.9525	0.2034	20.4295
Si	-3.082	-1.9298	17.8687
Si	-2.756	-8.2689	21.3027
Si	7.0988	-2.8816	12.6031
Si	3.0405	-4.6798	15.7763
Si	0.2235	-0.6413	15.4134
Si	-4.1164	0.8731	16.9925
Si	0.175	-0.5435	10.3288
Si	-0.3596	-0.445	18.3869
Si	-2.0398	-2.6177	10.3014
Si	6.6338	3.8843	9.5103
Si	7.1669	4.9149	12.4624
O	0.9101	-6.6133	21.9555
O	-3.9565	-0.7147	17.2475
O	5.1771	-5.8595	22.8922
O	-1.1246	-3.7676	11.0001
O	-0.0815	4.5278	14.4502
O	-0.3798	-0.31	22.909
O	-0.339	-5.3753	9.0558
O	4.4403	0.9338	21.8173
O	0.6465	0.174	8.9384
O	3.6949	1.5241	16.5141
O	-5.1143	1.5389	18.0901
O	0.2196	-0.0155	16.9206
O	4.8575	0.2443	8.9056
O	-0.2672	-5.5922	19.7394
O	1.4203	4.0358	7.9384
O	-1.3979	1.4362	7.9216
O	3.4872	1.2345	19.2499
O	5.988	5.2162	8.8289
O	1.8409	1.7799	12.624
O	6.758	-1.3309	7.9504
O	2.1829	-2.4767	8.6398
O	5.5671	-2.3542	12.6648
O	7.8476	-2.0667	11.4128
O	5.0605	-0.7978	19.7656
O	-1.5885	-1.4872	18.2912
O	-0.1141	4.8778	11.7246
O	7.1295	-4.4369	12.1577
O	4.197	1.5917	13.8345
O	3.05	2.2031	8.812
O	1.5651	-1.552	15.3119
O	-0.2102	-5.4071	17.0408
O	3.163	-5.0622	17.3389
O	-2.8942	-3.0303	16.6682
O	-1.561	-7.1978	21.4757
O	-4.1196	-7.6599	21.9403
O	-1.1412	-4.1007	14.952
O	-2.6803	-3.2144	8.9242
O	4.1162	-0.6883	15.1652
O	3.6869	-2.7566	10.791
O	0.895	-2.2521	21.8434
O	3.3861	-5.5694	19.8982
O	-4.8034	1.0531	15.5176
O	-1.1648	-1.331	9.8578
O	3.7879	-5.8378	14.8963
O	5.9268	4.5379	13.4524
O	2.6779	-0.6578	20.9359
O	2.3992	-3.1185	19.8585
O	-1.1469	-1.4992	15.25
O	-0.9881	-4.7257	22.1003
O	0.2279	0.5004	14.2629
O	4.1187	-4.6124	12.5796
O	-0.1783	0.4321	11.5655
O	3.7001	-3.198	15.6209
O	4.1151	-4.119	7.8906
O	-2.666	1.5965	17.1739
O	-4.5778	-1.686	21.7722
O	5.5557	2.6947	9.4216
O	5.0134	-3.4708	20.2585
O	-0.8677	0.9237	19.1045
O	3.0245	-2.2377	13.2623
O	-3.8259	-2.4502	19.2187
O	1.5667	-6.9086	18.3836
O	-2.9632	-8.5518	19.7154
O	-2.9209	-3.2062	22.9523
O	1.4759	-4.2173	10.6073
O	-1.0083	-7.5815	18.1348
O	7.7667	-2.6526	14.0567
O	1.3066	-1.5615	10.896
O	4.1492	-7.3816	18.1643
O	-2.3822	4.5172	13.1778
O	7.0367	4.1416	11.0479
O	7.9645	3.3937	8.7242
O	3.5593	3.7699	12.5278
O	0.7452	-1.1976	19.2804
O	2.4647	-8.5484	22.8163
O	-0.6936	2.5554	12.8784
O	4.013	1.4523	11.1794
O	3.2858	-4.1444	22.1393
O	-2.3187	1.3055	22.0754
O	1.5009	-4.5224	15.2738

Results
free energy: -126873.588 eV
free energy less fixed offsets of O -568.88, Si -635.61 eV per atom: -5.108 eV

Forces (eV/angstrom), in the order of the atoms: element, x, y, z
Si	0.0061	-0.0021	-0.0005
Si	0.0041	-0.0091	-0.0043
Si	-0.0034	0.0068	0.0091
Si	-0.0061	0.0082	0.0127
Si	-0.0092	0.0097	0.01
Si	-0.0075	0.008	-0.0021
Si	0.0061	-0.0071	0.0002
Si	0.0046	-0.0088	-0.0034
Si	0.0043	-0.004	0.0026
Si	0.002	-0.0003	0.0058
Si	0.0046	-0.0043	-0.0026
Si	-0.0019	-0.0012	-0.0033
Si	-0.0006	-0.0004	-0.0032
Si	0.0036	-0.0032	0.0003
Si	0.0024	0.0003	0.0032
Si	0.0012	0.0008	0.0038
Si	-0.0059	0.0025	0.0013
Si	-0.0029	0.0017	-0.0021
Si	-0.0003	-0.001	0.0076
Si	-0.0019	-0.0006	0.0026
Si	-0.0016	0.0001	0.0046
Si	0.0006	0.0024	0.0043
Si	-0.0004	0.0007	0.001
Si	0.0002	0.0019	0.0034
Si	-0.0659	-0.1123	0.3527
Si	0.1298	0.2463	0.0079
Si	0.0342	-0.0899	-0.1721
Si	-0.0779	0.0196	-0.0155
Si	0.1918	0.1799	-0.1478
Si	-0.2222	-0.0072	-0.2152
Si	-0.114	-0.2867	0.1344
Si	0.127	0.055	0.2592
Si	-0.1527	-0.1559	0.1849
Si	0.0197	0.0271	0.0423
Si	0.1577	-0.0221	-0.4913
Si	-0.1381	-0.0774	-0.2051
Si	0.2286	0.1467	-0.1139
Si	-0.1898	-0.1053	-0.0375
Si	0.0569	-0.0214	0.1501
Si	0.0179	0.2004	0.1268
Si	-0.0005	-0.0001	-0.0023
Si	0.0004	0.0006	-0.0078
Si	-0.0011	-0.002	-0.0007
Si	-0.0011	0.0021	0.0014
Si	-0.0019	0.0024	0.0047
Si	-0.0021	0.0028	-0.0009
Si	-0.0012	-0.0026	-0.003
Si	0.0017	0.0011	-0.0024
Si	0.0032	-0.0043	-0.0002
Si	-0.0008	-0.0006	-0.0015
Si	-0.0023	0.0008	0.0061
Si	0.0022	0.0017	0.0028
Si	0.0038	-0.0048	0.0051
Si	0.0001	-0.0001	0.004
Si	0.0025	-0.0009	-0.0042
Si	0.0013	-0.0009	-0.0034
Si	0.0079	-0.0066	0.0053
Si	0.0052	-0.0069	0.0065
Si	-0.0092	0.0089	0.0002
Si	-0.0118	0.0097	-0.0047
Si	-0.0069	0.0073	-0.0066
Si	-0.0069	0.0062	-0.0059
Si	0.0063	-0.0052	0.0096
Si	0.0076	-0.0058	0.01
Si	-0.0192	0.0115	0.0063
Si	-0.0067	0.0275	-0.0199
Si	0.0784	0.0302	-0.007
Si	-0.0224	-0.0494	-0.0273
Si	0.0798	0.04	-0.0101
Si	-0.027	-0.0892	-0.022
Si	-0.0625	-0.0261	0.0014
Si	-0.0133	0.0584	0.0017
Si	-0.0152	-0.0267	-0.0262
Si	0.035	0.0072	-0.0206
Si	-0.0398	0.0371	0.002
Si	-0.0151	-0.0031	-0.0288
Si	-0.0147	0.0247	0.0021
Si	0.0039	0.0021	-0.0263
Si	0.0031	-0.0214	-0.0279
Si	0.0432	-0.0196	-0.019
Si	0.0432	-0.013	0.0171
Si	0.0131	-0.0462	0.0093
Si	-0.0252	0.0303	0.0118
Si	-0.0049	0.0124	0.035
Si	-0.0465	0.0133	0.0104
Si	-0.0087	0.0148	0.0337
Si	0.0254	0.0058	0.0169
Si	0.0036	-0.0174	0.0088
Si	-0.0442	-0.0225	0.0182
Si	-0.0554	0.0372	-0.0165
Si	0.103	0.031	0.0149
Si	-0.0309	-0.0759	0.0073
Si	0.0765	0.0323	0.0192
Si	-0.0097	-0.0515	0.0034
Si	-0.0362	0.0108	0.0059
Si	-0.0076	0.0338	0.0096
Si	-0.0016	-0.0003	-0.0054
Si	0.0012	0.0016	-0.0021
Si	-0.0022	-0.0002	0.0013
Si	0.0008	0.0015	0.0025
Si	0.0005	0.0035	0.0029
Si	-0.0004	-0.0002	0.0001
Si	-0.0005	-0.0011	0.0036
Si	-0.0035	-0.0003	-0.0045
Si	-0.0002	-0.0001	-0.0038
Si	-0.0001	0.0041	-0.0034
Si	0.0009	0.0032	0.0012
Si	-0.0003	0.0028	-0.0038
Si	0.0004	-0.002	0.0026
Si	0.0014	-0.0001	0.0024
Si	0.0003	0.0006	0.003
Si	-0.0013	-0.0008	0.0006
Si	0.001	0.0008	0.0044
Si	-0.0003	0.0002	-0.0037
Si	0.0009	-0.0014	0.002
Si	-0.0001	-0.0001	-0.0005
Si	0.0015	-0.0017	0.001
Si	0.0027	0.0009	-0.0046
Si	-0.0002	0.0013	0.0024
Si	0.0015	0.0008	0.0031
Si	-0.0007	0.0013	0.0005
Si	-0.0007	-0.0017	0.0003
Si	-0.001	-0.0003	-0.0011
Si	-0.0009	-0.0008	-0.0051
Si	0.0007	-0.0031	-0.0036
Si	0.0013	-0.0007	-0.0054
Si	-0.0016	0.0009	-0.0014
Si	-0.0001	0.0015	0.0012
O	0.0022	-0.0012	0.0004
O	0.0023	0.0011	0.0034
O	0.0034	-0.0033	-0.0025
O	-0.0002	-0.0014	0.0015
O	0.0006	0.0015	0.0024
O	-0.001	0.0036	-0.002
O	0.0013	-0.0004	-0.0008
O	-0.001	0.0012	0.0031
O	-0.0016	0.0003	-0.0025
O	0.0007	0.001	0.0019
O	0.0009	-0.0006	0.0016
O	-0.0006	0.0004	0.0017
O	0.0021	-0.003	-0.0007
O	0.0009	0.0008	0.0001
O	0.0041	-0.0022	0.0018
O	-0.0044	0.0023	0.0036
O	0.0001	0.0015	0.0018
O	-0.0019	0.0014	-0.0049
O	-0.0001	-0.0002	-0.0005
O	0.0007	0.0015	0.0039
O	0.0005	-0.0006	0.0042
O	-0.0008	-0.0004	-0.0007
O	-0.002	0	0.0028
O	0.0002	-0.0013	0.0034
O	-0.0027	-0.0019	0.0019
O	-0.0014	-0.0026	0.0019
O	-0.0004	-0.0005	-0.0009
O	0.0006	-0.0007	0.0018
O	-0.0016	0.0025	-0.003
O	-0.001	0	-0.0001
O	0.0001	-0.0021	0.0018
O	0.0003	0.0007	0.0002
O	0.0002	0.0003	0.0011
O	-0.0006	-0.0002	0.0034
O	-0.0019	0.0022	0.0057
O	-0.0005	0.0004	0.0021
O	-0.0004	0.0012	-0.0034
O	-0.0015	-0.0005	0.0004
O	0.0003	-0.0004	-0.0004
O	0.0009	0.0019	0.0044
O	0.0002	-0.0012	0.0021
O	0.0014	0.0004	0.0013
O	-0.0001	0.0002	0.0026
O	0.0007	0.0003	0.0013
O	-0.0019	0.0002	0.0002
O	-0.0008	-0.0002	0
O	0.0008	0.0004	0.0029
O	-0.0002	0.0007	0.001
O	-0.0024	0.0029	0.0044
O	-0.0005	0.0002	0.0005
O	0.0001	-0.0014	0.0009
O	0.0006	0.0021	0.0022
O	0.0006	-0.001	0.001
O	0.0048	-0.0036	0.0038
O	0.0005	0.0012	0.0059
O	0.0002	-0.0017	0.0046
O	-0.0007	0.0008	-0.0027
O	0.0011	0.0028	0.003
O	-0.0025	0.0001	0.0013
O	0.0004	0.0004	0.0017
O	-0.0004	0.0012	0.004
O	0.0002	-0.0015	0.0028
O	-0.0006	-0.0003	0.0003
O	0.0022	-0.0024	-0.0015
O	0.0006	0.0004	0.0018
O	0.0003	-0.0049	0.0053
O	0.0006	-0.0012	0.0005
O	0.0019	-0.0005	0.0008
O	0.0005	-0.0017	0.0042
O	0.0008	0.0003	-0.001
O	0.001	0.0007	0.0028
O	0.0029	-0.0015	0.0005
O	0	0.0003	0.0003
O	-0.0014	0.0011	0.0018
O	-0.0031	0.0021	-0.0034
O	0.0005	0.0005	-0.0022
O	-0.0021	0.0009	0.0043
O	0.0004	-0.0001	-0.0005
O	0.0018	-0.0028	0.0022
O	-0.0001	-0.0015	0.0022

The program warned: the cutoff lies below the one the program advises for these potential files; the exchange-correlation potential is rough where the density is thin.
